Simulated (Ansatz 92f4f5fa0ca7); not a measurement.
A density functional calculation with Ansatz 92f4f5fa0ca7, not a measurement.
Periodic cell of 259 atoms, Si144O115, from a study of silicon, its oxide and their interface. The atomic structure is a simulated model.
This geometry differs little from another in the collection (a relaxation step or a small displacement).

Settings
functional: r2SCAN
potential files: Ansatz PAW
basis: plane waves
wave-function cutoff: 800 eV
density cutoff ratio: 5
exchange-correlation grid ratio: 1
k mesh: 1 x 1 x 1, shifted by 0.5 0.5 0 of a step
self-consistency stop: 1e-10 eV per atom in the density residual
occupations: fixed
spin: none
net charge: 0

Cell vectors (angstrom)
a	10.88	0	0
b	0	10.88	0
c	0.5349	-2.6231	36.4358

Atoms and the computed forces on them: element, x, y, z (angstrom), force x, y, z (eV/angstrom)
Si	7.3601	11.2941	21.3691	-0.0011	0.0002	0.0036
Si	4.1869	9.1029	-4.6758	-0.0001	-0.0027	-0.0078
Si	8.2929	7.533	-2.5281	0.0042	-0.0052	-0.0072
Si	6.7652	12.5045	16.1867	0	-0.0024	0.0058
Si	7.7743	5.7432	-6.6824	0.0021	0.001	-0.0069
Si	1.6095	6.991	-11.4771	0.0002	0.0007	0.0025
Si	6.9236	10.4632	18.3263	-0.0017	-0.0001	0.0075
Si	10.7363	14.8768	-2.3139	-0.0015	0.0008	-0.009
Si	4.8436	8.8264	0.1122	-0.0011	-0.0001	0.0043
Si	8.6862	12.7449	0.0739	0.0001	-0.0008	-0.0034
Si	5.7719	4.4102	0.1556	-0.0017	-0.0018	-0.0028
Si	7.9543	6.5898	0.2822	0.0001	0.0016	-0.0017
Si	0.534	10.0756	0.1543	0.0005	0.0004	-0.0006
Si	2.2678	11.829	0.0765	0.0025	0.0014	-0.0039
Si	9.5497	16.2187	1.4063	0.0017	0.0008	-0.0004
Si	3.0743	7.1902	0.3382	-0.0029	-0.0013	-0.0043
Si	4.0357	10.7735	1.2584	-0.0004	-0.0017	-0.0011
Si	6.899	13.624	1.3611	-0.0003	0.0005	0.0015
Si	4.1426	5.4735	1.4841	0.0005	0.0001	-0.0013
Si	6.6767	8.1304	1.4674	-0.0009	0.0016	-0.0013
Si	9.5847	10.9681	1.345	0.0008	0.0004	-0.0011
Si	12.1512	13.5615	1.3241	-0.0007	0.0001	0
Si	10.3701	14.4578	0.0181	-0.0002	-0.001	0.0018
Si	1.3971	8.2996	1.4815	0.0011	0.0012	-0.0028
Si	2.7582	9.5793	2.8629	0.0006	0.0001	-0.0009
Si	5.4593	12.1893	2.5774	0.0012	-0.0002	0.0009
Si	2.6863	14.9417	2.6542	0.0011	0.0002	0.0008
Si	5.4483	6.7819	2.9225	-0.0009	0.0011	-0.0017
Si	8.1429	9.5638	2.636	-0.0011	-0.0005	0.0005
Si	10.8735	12.2693	2.8253	-0.0004	0.0007	-0.0008
Si	8.1805	14.9477	2.8368	0.0005	0.0009	-0.0017
Si	10.9046	6.7951	2.6787	0.0002	-0.001	0.002
Si	4.0833	8.1776	4.2073	0.001	0.0003	0.0003
Si	6.805	10.8983	4.044	0.0003	-0.0001	-0.0014
Si	4.0783	13.5552	3.9661	-0.0009	-0.0009	-0.0009
Si	6.8212	16.2893	4.184	-0.0006	-0.0009	0.0011
Si	9.4947	8.1576	3.9948	0.0007	0.0003	0.0007
Si	12.2392	10.9123	4.1522	-0.0001	-0.0003	0.0017
Si	9.5283	13.607	4.1915	0	0	0
Si	12.2596	5.4472	4.0664	-0.0001	0.0004	-0.0014
Si	5.4803	9.5535	5.4822	0	0.0007	0.0001
Si	8.1403	12.2245	5.4776	0.0007	-0.0005	0.0002
Si	5.4057	14.8995	5.4082	-0.0004	-0.0004	0.0003
Si	8.1886	6.8233	5.4341	0.0006	0.0007	0.0002
Si	10.8514	9.4994	5.3987	0.0003	0.0004	0.0002
Si	2.7537	12.2672	5.4273	0.0003	0.0004	-0.0004
Si	10.9106	4.1138	5.4818	0	0.0003	0.0002
Si	2.703	6.786	5.4921	0.0002	0.0002	0
Si	4.0857	10.9187	6.8062	0.0001	-0.0005	-0.0004
Si	6.7575	13.5921	6.807	-0.0006	0.0002	-0.0008
Si	4.0936	16.2746	6.7972	0.0007	0.0003	-0.0003
Si	6.8457	8.1597	6.8086	0.0003	-0.0002	-0.0004
Si	9.5261	10.8431	6.7966	0.0006	0.0007	-0.0002
Si	1.4067	13.6031	6.7977	0.0001	-0.0004	-0.0003
Si	9.5235	5.4825	6.8113	0.0005	-0.0006	-0.0006
Si	12.1983	8.177	6.7949	-0.0006	-0.0003	-0.0005
Si	2.696	9.5546	8.1241	-0.0008	0.001	-0.0004
Si	5.4189	12.257	8.199	0	-0.0002	0.001
Si	2.7566	14.922	8.1789	0.0007	0.0002	-0.0001
Si	5.4784	6.7701	8.1266	0.0012	-0.0007	0.0002
Si	8.1956	9.4957	8.1882	0.0015	0.0001	0.0008
Si	10.92	12.212	8.1199	0.0012	-0.0006	0
Si	8.1242	14.988	8.1223	-0.0006	0.0002	-0.0001
Si	10.8495	6.8506	8.1778	0.0005	0.0002	0.0005
Si	4.096	8.1752	9.3883	-0.0004	0.0003	-0.0007
Si	6.8098	10.872	9.4682	0.0003	0.0004	-0.0037
Si	4.0814	13.585	9.6241	0.0003	0.0002	0.0006
Si	6.7974	5.4329	9.5697	-0.0008	-0.0007	-0.0014
Si	9.5222	8.1732	9.6261	0.0004	0.0005	0.0012
Si	1.37	10.885	9.5675	-0.001	-0.0006	-0.0009
Si	9.5218	13.5992	9.3799	0	0	-0.002
Si	1.3683	16.3347	9.4033	-0.0002	-0.0007	-0.0024
Si	5.4324	9.5061	10.7783	0.0012	-0.0013	0.0015
Si	8.1873	12.2539	10.7467	-0.0005	0.0003	0.0003
Si	5.4448	14.961	10.9802	0.001	0.0004	-0.0029
Si	8.1412	6.7896	10.9714	0.0008	-0.0001	0.0004
Si	0.0226	9.5507	10.9826	0.0006	-0.0005	-0.0038
Si	2.7168	12.2084	11.0022	-0.0001	-0.0003	-0.0007
Si	10.8644	14.9834	10.6886	0.0006	-0.0003	0.0003
Si	2.7516	6.8018	10.6925	0.0007	-0.0002	0.003
Si	4.1317	10.7672	12.297	0.0009	0.0002	0.0015
Si	6.8769	13.5328	12.2165	-0.0007	-0.0009	-0.0007
Si	4.0114	5.5225	12.1976	0	0.001	-0.0007
Si	6.6979	8.1665	12.2481	-0.0004	-0.0012	0.0009
Si	-1.4081	10.9721	12.2542	0	0.0004	0.0023
Si	1.2651	13.6912	12.1506	0.0005	0.0005	0.0002
Si	9.5563	5.3551	12.1967	0.0004	-0.0013	0.0002
Si	1.456	8.0739	12.1588	0.0002	-0.0006	-0.0011
Si	3.2306	8.9025	13.462	0.0002	-0.0024	-0.0023
Si	5.9752	11.712	13.4331	0.0002	-0.0008	-0.0029
Si	2.213	4.5718	13.3798	0.0002	0	-0.0029
Si	4.9567	7.2154	13.5577	0.0008	-0.0005	-0.0031
Si	7.6763	9.9496	13.396	-0.0011	0.0016	0.0013
Si	-0.5274	12.8616	13.4142	-0.0006	0.0001	0.0001
Si	7.8829	4.3628	15.6913	-0.0007	0.0014	0.0074
Si	0.4966	6.2892	13.3412	-0.0004	-0.0014	-0.0008
Si	0.4004	4.1728	-8	-0.0009	-0.0006	-0.0029
Si	8.5832	14.5379	13.5104	-0.0006	-0.001	-0.0014
Si	1.5129	13.7087	17.765	0.0009	-0.0001	0.0075
Si	3.4508	9.7003	20.034	0.0004	0.0015	0.0066
Si	1.6828	6.4572	-2.421	0.002	0.0023	-0.0084
Si	0.5744	11.5663	16.0059	0.0029	-0.0017	0.0032
Si	0.8263	12.5307	-11.9194	0.0008	-0.001	0.0012
Si	10.1237	10.3068	-8.9929	0.0004	-0.0003	-0.001
Si	6.8416	13.1913	-10.507	0.0013	-0.0005	0.001
Si	9.4448	6.21	-11.8784	-0.0002	-0.0006	0.0004
Si	2.6186	9.3948	15.6459	0.0031	-0.0003	0.0042
Si	3.3016	6.1687	-4.8191	-0.0008	0.0005	-0.0042
Si	5.3871	14.1233	-2.7054	0.0026	-0.0012	-0.0053
Si	8.0807	4.651	-3.8442	0.0008	0.0076	-0.0068
Si	4.8418	5.0172	-6.9895	0.0004	-0.0003	-0.0034
Si	4.57	14.6479	-11.9301	0.0004	-0.0007	0.0005
Si	8.7497	4.4894	-9.4529	0.0005	-0.0002	-0.0011
Si	8.9051	11.2537	-11.6689	0.0007	-0.001	0.0022
Si	1.0361	6.8933	-6.781	0.0005	-0.0001	-0.0046
Si	7.2525	11.705	-2.4676	0	0	-0.0075
Si	0.0636	9.047	-2.8417	0.0034	0.0004	-0.0053
Si	5.7422	9.1664	-2.0156	-0.0009	-0.0008	-0.0084
Si	5.389	6.2005	15.7013	0.0007	-0.0009	0.0039
Si	3.5885	12.5859	19.8259	0.0022	-0.0022	0.0033
Si	5.2837	9.5736	22.6307	0.0004	-0.0008	0.0027
Si	1.6263	10.8298	-4.7887	-0.001	0.0005	-0.0083
Si	8.3336	11.0922	-5.4239	0.0004	-0.002	-0.0042
Si	8.745	6.1075	23.1455	0.0009	-0.0002	0.0029
Si	4.7704	13.0067	-8.2127	-0.0003	-0.0011	-0.003
Si	5.6987	10.6752	-6.8795	-0.0035	-0.0015	-0.005
Si	1.8539	10.0069	-10.6378	-0.0002	0.0001	0.0007
Si	4.7069	9.4414	-9.5909	0.0003	-0.0001	-0.0002
Si	10.6495	12.3025	-6.7255	-0.0007	-0.0002	-0.0037
Si	5.9398	13.9888	20.8858	-0.0009	-0.0018	0.0041
Si	2.4717	13.9687	-9.7437	-0.0003	-0.0004	-0.0016
Si	4.4789	14.8789	23.3548	0.0001	-0.0008	0.0037
Si	8.7559	10.3889	16.0818	-0.0008	-0.0001	0.0057
Si	4.6148	8.5115	17.6986	-0.0013	0.0006	0.0053
Si	2.8683	4.554	15.6326	-0.001	0.0001	0.0066
Si	9.9423	12.79	21.8486	-0.0017	0.0011	0.0035
Si	2.5122	13.1286	-2.8624	0.0003	-0.0049	-0.009
Si	5.3257	9.3644	-12.4314	0.0003	-0.0008	0.0027
Si	9.4029	8.4724	-6.6554	0	-0.0005	-0.005
Si	0.9218	6.8982	16.2741	0.0005	-0.0018	0.0045
Si	8.7409	4.4561	20.5164	-0.0001	-0.0013	0.006
Si	3.1504	6.8745	-8.8884	-0.001	0.0007	-0.0014
Si	10.1409	5.0557	17.8192	-0.0001	-0.0015	0.0045
Si	1.8029	11.2954	21.6976	0.0004	-0.0003	0.0014
O	8.2066	4.7537	-5.4641	-0.0002	-0.0025	0.009
O	1.6696	8.5921	-11.3744	-0.0003	-0.0009	-0.0006
O	8.6898	7.3355	-0.9721	-0.0013	-0.0028	0.0003
O	0.0716	9.6769	-1.3622	0.0004	0.0015	0.0042
O	0.4256	10.209	-3.8987	-0.0019	-0.0014	0.0042
O	3.3021	12.8998	-8.8703	0.0013	-0.0021	-0.0001
O	2.2951	6.5316	-0.9453	0.0023	0.001	0.0061
O	5.7047	12.1783	15.006	0.0009	-0.0023	-0.004
O	1.9871	10.8869	15.6462	-0.0014	-0.0019	-0.0013
O	6.9496	5.7093	15.7188	0.0007	-0.0014	-0.0032
O	9.5071	9.0601	-8.1646	0.0005	-0.001	0.0018
O	6.1719	5.8761	-6.7282	0.0003	-0.0001	0.0008
O	4.7536	11.9743	-6.9754	0.0002	-0.002	0.0012
O	10.7955	6.511	17.4864	0.0004	0.0009	-0.0007
O	0.0906	6.4848	-11.4436	-0.0003	0.0015	-0.0012
O	0.1873	13.8437	-6.9498	-0.0011	-0.0006	0.0041
O	2.4663	14.1345	16.5188	0.0027	0.0013	-0.0075
O	4.9764	14.8766	21.8282	0.001	-0.0005	-0.0009
O	1.2255	7.918	-2.9414	0.0004	-0.0008	0.0009
O	6.5172	12.6615	21.6314	-0.0026	0.0011	-0.0009
O	6.9736	14.0833	16.4037	-0.0006	-0.0011	-0.0021
O	2.6851	12.3793	-1.4275	-0.0006	-0.0012	0.0049
O	6.5773	14.9614	-3.4792	-0.0035	-0.0029	0.0025
O	8.2543	6.1445	-3.3062	0.0001	0.0047	0.0018
O	1.8035	10.7509	23.2154	-0.0005	0.0001	-0.0012
O	3.0495	12.3142	21.3589	0	0	-0.001
O	4.6002	9.4675	-3.1456	-0.0001	0.0001	0.0078
O	5.1671	14.4409	-7.589	0.0001	0.0003	0.0002
O	5.6902	9.5692	-10.8669	-0.0002	-0.0005	0.0002
O	3.549	8.4868	18.9511	0.0014	-0.0016	-0.0038
O	1.5847	11.1035	-11.8055	0.0006	-0.0003	-0.0003
O	3.5083	14.6878	-10.7258	0.0005	0.0007	-0.0006
O	2.4381	13.3851	19.0377	-0.0006	0.0001	-0.0037
O	4.324	8.0866	-12.4833	0.0001	-0.0002	-0.0003
O	9.2144	5.1172	19.1302	-0.0003	0.0014	-0.0038
O	8.2292	11.9041	15.7668	0.0013	0.0011	-0.0033
O	2.4191	6.3564	-10.2298	-0.0029	0.0004	-0.0007
O	5.2937	9.7109	-5.6682	-0.0014	0.0008	0.0005
O	9.9941	13.4301	23.324	-0.0011	-0.002	-0.001
O	6.7811	10.0487	22.2195	-0.0007	-0.0003	-0.0013
O	1.8936	6.4003	-5.5375	0.0007	-0.0017	0.0046
O	5.8434	12.5968	-9.3717	-0.0003	0	0.0008
O	0.3555	5.5399	-2.4711	-0.0018	-0.0023	0.0025
O	0.1327	12.6418	14.9002	-0.0009	0.0028	-0.0031
O	8.9636	9.6248	-5.6315	-0.0005	0.0012	0.0032
O	6.0482	14.259	-11.4195	0	-0.0001	0.0009
O	6.7708	8.079	-2.6562	-0.0016	0	0.0003
O	9.2053	10.4591	-10.2999	0.0003	0.0001	0.0004
O	4.426	9.3747	21.2808	-0.0017	0.0002	-0.0023
O	9.3782	7.5499	23.5494	0.0005	-0.0019	-0.0001
O	4.2894	7.9206	-9.2995	0	0.0008	0.0007
O	4.4695	4.8451	15.7494	-0.0009	0.0006	-0.0048
O	5.9296	9.2056	18.3156	-0.0005	-0.0012	-0.0004
O	0.1042	6.7381	14.8844	-0.0009	0.0002	-0.0022
O	7.1862	11.2148	-6.5619	0.0015	0.0001	0.0019
O	9.4587	8.473	-3.1408	-0.0027	0.0006	0.0021
O	8.1133	9.4483	14.93	0	-0.0012	-0.0033
O	6.3118	11.7463	17.5372	-0.0003	0.0027	-0.0035
O	9.4314	12.2526	-5.6636	-0.0014	0.001	0.0029
O	6.88	5.5137	-0.3464	0.001	0.0011	0.0019
O	6.7161	10.4181	-1.67	-0.0031	0.0024	0.0012
O	1.5612	8.3779	16.3786	-0.0006	-0.0009	-0.0024
O	3.8493	13.9923	-3.246	-0.0009	0.0025	0.0015
O	2.3692	12.02	-4.0126	0.0007	0.0029	0.004
O	5.2897	8.1485	23.4134	-0.0007	0.001	0
O	10.1126	11.6599	-8.1094	0.001	0.0011	0.0039
O	9.3488	14.6969	-3.2005	0.0009	0.0028	0.0024
O	7.1519	6.2892	23.1771	0.0014	0.0005	-0.0006
O	1.9975	7.509	-7.932	0.0003	0.0006	0.0026
O	2.1618	5.8614	16.298	0.0008	-0.0023	-0.0018
O	10.8917	8.0033	-6.2438	0.0004	-0.0003	0.001
O	8.0089	13.9892	-9.7671	0.0003	-0.0009	-0.0006
O	2.7344	9.6868	-5.0753	-0.0005	0.0015	0.0027
O	0.4607	12.1293	21.4199	-0.0002	-0.0005	-0.002
O	0.6992	12.3548	17.4048	-0.0009	-0.0016	-0.0051
O	3.325	10.2126	-9.9842	-0.0002	-0.0012	0.0015
O	9.0658	5.5688	21.653	0.0001	-0.0005	-0.0029
O	3.9849	9.4282	16.5257	-0.005	0.0007	-0.0047
O	5.1525	14.7128	-1.2244	0.0011	0.0014	0.0031
O	1.8682	14.9768	-8.6437	0.0008	-0.0003	0.0004
O	10.2837	14.9658	-9.248	0.0015	0.0005	0.0009
O	1.98	10.0226	20.6738	0.0006	-0.0017	-0.0013
O	8.2049	5.1059	-8.0847	-0.0002	-0.0001	0.0027
O	3.8876	11.0828	19.2624	0.0013	0.0007	-0.0017
O	10.3578	10.3807	16.056	-0.0006	-0.0004	-0.003
O	4.9499	13.454	19.7219	-0.0017	-0.0005	-0.002
O	1.2589	13.3269	-10.5821	-0.0003	0.0009	-0.0009
O	0.7768	10.0852	-9.441	0.0007	0.0009	-0.0002
O	9.2307	4.5986	16.5609	-0.0011	-0.0008	-0.006
O	4.2006	7.5052	-4.8853	0.0013	0.0019	0.0027
O	7.1654	14.9296	20.4015	0	0.0007	-0.0016
O	2.8726	14.7681	23.5856	-0.0004	0.0002	-0.0006
O	5.5418	9.9311	-8.3038	-0.0007	0.0016	0.0039
O	0.1999	5.6089	-7.2974	0	0.0006	0.0004
O	8.7234	7.6026	-12.2545	-0.0022	0.0005	-0.0012
O	4.6674	10.8095	23.5036	0.0004	0.0001	-0.0001
O	9.5592	13.9645	20.8019	-0.0005	0.0006	-0.0012
O	7.8154	11.2746	-3.9125	-0.0011	0.0003	0.0063
O	4.6382	5.3035	-12.4352	0	0.0009	-0.0015
O	8.3851	7.2315	-6.5458	-0.0003	0.0004	0.0006
O	8.6234	5.5575	-10.654	-0.0005	0.0005	0.0001
O	3.9163	5.7313	-8.0824	-0.0005	-0.0006	0.0018
O	8.8721	11.5813	21.8232	-0.0003	-0.0007	-0.0006
O	5.9508	12.6206	-2.669	0.0013	-0.0012	0.0011
O	10.1018	12.3095	-11.969	0.0004	-0.0004	-0.0004
O	0.4564	14.8795	18.085	0.0002	-0.0018	-0.0037
O	7.3027	10.9098	19.8111	-0.0015	0.0001	-0.003
O	8.2627	9.9711	17.5537	0.0028	0.0002	-0.0036
O	4.0723	4.9565	-5.5588	-0.0001	0	0.0035
O	1.0047	11.4132	-6.165	0.0021	-0.0016	0.0024
O	2.9083	5.8515	-3.2931	-0.0015	-0.0004	0.0028
O	8.3608	12.3996	-1.5193	0	0.0007	0.0031
O	5.029	7.0852	17.0398	-0.0002	-0.0004	-0.0022
O	7.5011	12.0449	-11.4502	0.0001	-0.0003	0
O	1.1142	13.9762	-2.8542	-0.0022	0.0016	0.0018

Results
free energy: -157706.519 eV
free energy less fixed offsets of O -570.45, Si -639.56 eV per atom: -8.129 eV

The program warned: the cutoff lies below the one the program advises for these potential files; the forces do not sum to zero within the program's tolerance; empty levels may hold ghost states of the PAW files; the exchange-correlation potential is rough where the density is thin.
